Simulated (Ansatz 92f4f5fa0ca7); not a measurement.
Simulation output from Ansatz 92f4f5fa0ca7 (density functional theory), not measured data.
Periodic cell of 149 atoms, Si88O55N6, from a study of silicon, its oxide and their interface. The atomic structure is a simulated model.

Settings
functional: r2SCAN
potential files: Ansatz norm-conserving
basis: plane waves
wave-function cutoff: 1300 eV
density cutoff ratio: 4
exchange-correlation grid ratio: 1
k mesh: 2 x 2 x 1, shifted by 0.5 0.5 0.5 of a step
self-consistency stop: 5e-08 eV per atom in the density residual
occupations: Fermi-Dirac, 0.05 eV
spin: none
net charge: 0

Cell vectors (angstrom)
a, 10.88, 0, 0
b, 0, 10.88, 0
c, 0, 0, 21.0387

Atoms: element, x, y, z (angstrom)
Si, -0.526, -0.3963, -0.0346
Si, 2.6946, 2.3391, 0.1441
Si, 0.062, 5.8994, -0.0339
Si, 2.1566, 8.9695, -0.3087
Si, 5.2705, 0.3363, -0.1213
Si, 7.8689, 2.7646, 0.0323
Si, 6.0303, 5.3639, -0.0522
Si, 8.4825, 7.781, 0.208
Si, 1.0711, 1.1119, 1.244
Si, 4.1699, 4.0723, 1.1484
Si, 1.4729, 7.0784, 1.3332
Si, 3.9328, 9.7634, 1.1286
Si, 6.596, 1.5139, 1.3682
Si, 9.7229, 4.1122, 1.2315
Si, 7.0619, 6.6695, 1.4997
Si, 9.1927, 9.4272, 1.8079
Si, -0.1164, 2.4638, 2.517
Si, 2.5424, -0.1371, 2.6525
Si, -0.1018, 7.929, 2.7238
Si, 2.8284, 5.3619, 2.5787
Si, 5.32, 2.7665, 2.7652
Si, 7.9954, 0.1795, 2.686
Si, 5.3339, 8.0315, 2.1902
Si, 8.3897, 5.38, 2.7353
Si, 1.5527, 4.0248, 4.1138
Si, 4.1562, 1.1475, 4.0134
Si, 1.4477, 9.4325, 4.1361
Si, 4.1422, 6.7139, 3.8601
Si, 7.0865, 3.9538, 3.8831
Si, 9.6282, 1.1664, 4.1595
Si, 6.6714, 9.4445, 3.7521
Si, 9.8825, 6.62, 4.2491
Si, 0.1187, -0.2543, 5.5457
Si, 2.9742, 2.508, 5.2435
Si, 0.2971, 5.2374, 5.7259
Si, 2.7609, 7.8525, 5.4225
Si, 5.46, -0.0539, 5.4504
Si, 8.4839, 2.7818, 5.3858
Si, 5.4396, 5.3204, 5.2548
Si, 8.1295, 8.2094, 5.0064
Si, 1.1703, 1.3692, 6.8274
Si, 4.0526, 3.9779, 6.5139
Si, 1.3339, 6.7992, 7.0526
Si, 3.8136, 9.1229, 6.8463
Si, 6.9561, 1.49, 6.8387
Si, 9.6695, 4.0849, 6.9037
Si, 7.1196, 6.8962, 6.4938
Si, 9.3604, 9.3166, 6.9839
Si, 0.2048, 2.8374, 8.6116
Si, 2.4552, -0.2865, 8.0403
Si, -0.2309, 7.9755, 8.4395
Si, 3.1336, 5.3209, 8.2653
Si, 5.4479, 2.7386, 7.8656
Si, 8.1616, 0.0349, 8.336
Si, 5.8051, 8.2769, 7.9148
Si, 8.2577, 5.5756, 7.8663
Si, 2.1379, 3.3986, 9.7982
Si, 4.0596, 1.1381, 8.5175
Si, 1.239, 9.2401, 10.0575
Si, 4.8097, 6.6068, 9.4179
Si, 6.7659, 4.3804, 8.9296
Si, 10.0195, 0.7561, 9.8646
Si, 6.3212, 9.9082, 9.2655
Si, 8.8774, 6.8017, 9.6417
Si, -2.9982, -0.7564, 19.3283
Si, 6.3972, 3.7009, 13.2455
Si, 7.3382, 6.7386, 12.1249
Si, 5.5463, -2.6647, 16.0636
Si, 8.7483, 1.9918, 12.4974
Si, 0.4756, 1.6943, 17.3026
Si, 3.0599, 3.0046, 12.6389
Si, 1.3903, 9.0674, 13.3053
Si, 8.8219, 2.79, 18.2594
Si, 8.5825, 4.5919, 11.3241
Si, 6.4194, 10.7795, 15.0286
Si, -1.2817, -0.3266, 14.088
Si, 0.6773, 6.7756, 17.8629
Si, -2.9996, 8.2844, 14.3684
Si, 3.9122, 0.1225, 13.1354
Si, 5.2485, 8.5418, 11.56
Si, -3.8415, 7.3345, 18.5927
Si, 0.6664, 3.9394, 19.1889
Si, -2.4398, 14.9047, 15.5201
Si, 1.4865, 9.5129, 17.8415
Si, 9.0017, 6.6397, 16.2896
Si, 2.5738, 7.7743, 15.7827
Si, 0.1295, 13.3314, 14.3589
Si, 8.6966, 11.2039, 16.684
O, -1.6265, 7.9945, 15.3777
O, -1.6749, -0.0012, 19.9118
O, 1.4016, 3.2211, 20.5692
O, -2.6173, 3.6543, 17.0553
O, -1.1721, 6.789, -0.4113
N, 0.7579, 5.6283, 19.1424
O, 0.6681, 9.6357, -0.6916
O, 2.4598, 8.9421, 19.0962
O, 6.399, -0.1724, 19.7578
O, 3.7483, 1.2627, 20.4181
O, 7.1144, 4.2143, -0.2663
O, 7.841, 2.3266, 19.4395
O, 6.1028, 6.0744, 19.4155
O, 2.1348, 9.2724, 16.4972
O, 7.3241, 11.8275, 15.8572
O, 2.699, 1.9362, 9.5122
O, 2.8918, 3.719, 11.2319
O, 5.0454, 0.4649, 14.3024
O, 3.5256, 1.5158, 12.3734
O, 4.2842, 7.8802, 10.4613
O, 0.1143, 10.5436, 10.4561
O, 5.7513, 5.3951, 10.0143
O, 7.7929, 7.2872, 10.6541
O, 7.7165, 3.8827, 10.1091
N, 7.2088, 5.0549, 12.3366
O, 8.5199, 5.5371, 15.2319
O, 9.1013, 0.9532, 11.2938
O, 5.024, 10.9362, 9.4164
O, 6.303, 9.3181, 10.6707
O, 5.9009, 7.5009, 12.608
O, 9.6337, 5.7002, 10.9567
O, -8.4672, -0.4027, 13.5674
N, -1.2869, 1.5145, 17.3659
O, 4.6872, 3.4828, 13.2771
O, -0.8178, 14.5212, 18.8746
O, -0.3487, 9.4244, 13.3904
O, 8.3685, -3.371, 13.0604
O, 4.2569, -1.144, 12.0102
O, 9.9125, 3.5086, 14.8954
O, 9.4621, 3.4276, 12.139
N, -3.2244, -0.9357, 14.1533
O, 1.5007, 3.0223, 13.4587
O, -8.8841, 6.7659, 16.9085
O, 5.9244, 18.8866, 17.6425
O, 0.7985, 12.5642, 15.7273
O, -1.0745, 10.5198, 15.6972
O, 4.1174, 7.5012, 15.5832
O, 6.6559, 7.4095, 15.2002
N, 7.7428, 19.264, 19.7423
N, 9.8815, 1.3283, 13.7909
O, 1.6276, 8.7582, 11.6872
O, 8.081, 10.1219, 17.7122
O, -2.7415, 6.7227, 17.5912
O, -3.879, 3.8052, 14.7607
O, 1.2366, 2.9538, 18.0426
O, 7.1067, 2.3433, 12.6848
O, -5.1681, 9.8376, 16.137
O, 1.5929, -3.0199, 14.2484
O, -0.4811, -4.7178, 16.8816
O, 1.1452, 11.0795, 17.9865
O, 0.3152, 8.3119, 18.0416

Results
free energy: -37610.157 eV
free energy less fixed offsets of N -289.75, O -463.61, Si -117.95 eV per atom: 6.493 eV
pressure: -1.37 GPa
stress xx, yy, zz, yz, xz, xy (GPa, positive in tension): 4.08, -1.19, 1.2, -1.75, 0.78, 0.19

Forces (eV/angstrom), in the order of the atoms: element, x, y, z
Si, 0.6169, 0.3011, 2.2042
Si, 0.4759, 0.2781, -0.1249
Si, 1.7264, -1.3977, -1.3592
Si, -0.2751, -0.5134, -1.3131
Si, -1.0009, 0.8261, -1.132
Si, 0.885, 2.9262, -1.4801
Si, -0.1639, 0.3366, -2.2251
Si, 0.4182, 0.6761, -2.053
Si, 0.5714, -0.9509, -0.4268
Si, -0.4212, -0.1357, -0.5105
Si, 1.0624, -0.5764, -1.0751
Si, 0.4741, -1.4892, -1.1674
Si, -0.0046, -1.0405, -0.0133
Si, -0.3763, -0.9899, -0.8943
Si, -1.5237, 0.3018, -0.4456
Si, 1.7721, -1.187, -2.6572
Si, 0.5999, 1.9616, 2.2989
Si, 0.4357, 1.1088, 0.3881
Si, 1.3136, 2.4799, 0.6167
Si, -0.9186, 0.5294, -0.389
Si, 0.7244, 0.4975, -0.0195
Si, -0.7145, 0.2477, 1.1837
Si, -0.243, 1.1192, 1.837
Si, 1.4626, -0.2506, 0.6819
Si, -0.7757, -1.1016, -1.2056
Si, -0.035, -0.4688, -1.379
Si, -0.4154, -2.2346, -0.0441
Si, 0.4608, 0.0657, 0.1538
Si, -1.8145, 0.0602, 1.5514
Si, -0.2041, 0.1575, -0.6087
Si, -1.1281, 0.9926, 0.3305
Si, -2.0451, -0.6507, 0.3636
Si, -1.7942, 0.6116, 0.5528
Si, -3.2526, 0.4711, 1.3142
Si, 0.3281, 0.8131, -1.3335
Si, -1.1871, 0.0539, -1.3514
Si, 0.3701, -1.4519, 0.6467
Si, -1.2882, -1.1105, 0.5477
Si, 2.1133, 0.8008, -0.3577
Si, 2.2488, -0.5657, 0.9723
Si, 1.1213, 0.163, 0.0901
Si, 0.8959, 1.2008, 0.9111
Si, 1.2718, -1.2209, 0.5968
Si, 2.4541, 1.7668, 0.0849
Si, 1.2373, -1.2574, -1.8316
Si, 0.6142, -1.2505, 1.1732
Si, -2.8334, -0.0455, -0.7601
Si, 0.1319, 1.0311, -1.4236
Si, -1.616, -1.6372, -0.4531
Si, -1.0017, -1.4647, -0.1347
Si, 0.3253, 0.1724, 1.103
Si, -1.7213, -0.0683, 0.3771
Si, 0.3206, 1.7833, 0.1825
Si, 1.2948, 0.2097, -0.1185
Si, -1.5904, -2.7847, -1.4647
Si, 0.209, 0.2069, -1.056
Si, 1.7583, 2.0758, -0.9966
Si, -0.6811, -0.636, 3.9216
Si, -1.0938, 2.0218, 1.7902
Si, -0.5094, 1.5626, -0.837
Si, -3.1463, 0.1429, 2.3733
Si, -2.5227, 1.7504, 0.2226
Si, -0.5511, 2.9874, -1.6814
Si, 4.1404, -1.6866, 0.7908
Si, -1.363, -2.0226, -0.556
Si, -1.5514, 0.9325, 0.7271
Si, -1.9246, 0.1384, 1.7481
Si, 0.3102, -0.5928, 2.1389
Si, 1.2703, -0.0445, -0.2038
Si, 0.8425, -2.8257, -0.063
Si, 1.0221, -0.0194, 2.523
Si, -1.5035, 4.4792, -2.9706
Si, 1.8632, -0.1834, -0.3509
Si, -0.9152, -3.6633, 1.8723
Si, -0.3149, 0.4787, -0.2357
Si, -0.2324, -0.8778, 1.247
Si, -1.3939, -1.9819, -1.2982
Si, 1.7833, -1.7115, 2.3988
Si, -0.8495, -1.2994, -1.3682
Si, -1.8984, 1.5454, 0.2038
Si, -2.0912, -2.1501, 0.637
Si, 2.7766, -0.3264, 0.3648
Si, 0.1579, -1.746, -1.6212
Si, -1.9194, -0.1192, 4.9441
Si, 2.1309, 1.1507, -1.6162
Si, -3.9485, 1.7787, 0.0081
Si, 2.2401, -0.2874, 1.9452
Si, -0.4842, -0.6182, -1.8408
O, -2.7821, -0.4619, 0.1165
O, -0.0685, -0.2394, 0.6744
O, -0.155, 1.2304, -1.9801
O, -1.2488, 0.6496, 0.1426
O, -2.8386, 2.3947, 0.3713
N, 0.5626, 0.1225, 3.0905
O, -0.1514, -0.2735, 1.3
O, 1.5612, 0.0805, 0.3247
O, -0.8384, 0.5929, 0.7948
O, 1.784, -0.3014, 0.3834
O, 0.188, -1.2255, 0.4679
O, 0.3143, -0.3685, 0.4667
O, 0.9372, 1.2584, 1.0688
O, 3.2157, -2.1622, -5.1644
O, 1.4055, 0.2271, 0.9986
O, 2.3128, -1.5782, -1.1916
O, -1.378, 1.284, -0.1917
O, -0.0206, -0.5219, -1.672
O, 0.2494, -2.1138, 0.1524
O, -0.2701, -3.7393, -1.1009
O, 2.2869, -2.2319, -0.7583
O, 0.1849, -0.0409, -1.7965
O, -1.911, 0.6579, 0.1605
O, 2.135, -1.2196, 0.7051
N, 0.6751, 0.0786, -0.0271
O, 0.5389, 2.754, 0.4637
O, -0.6099, 0.6846, -0.8569
O, -0.0723, 1.3952, -1.1111
O, 2.3517, -0.7801, 3.4659
O, 0.2758, -0.0294, -1.49
O, -0.1428, 1.8322, -2.7062
O, -1.3096, -2.2699, 0.8376
N, 1.2975, 2.0985, 2.551
O, 0.1614, 1.1266, -0.6087
O, -4.177, -0.6672, 1.1342
O, 2.116, 0.8504, -0.0336
O, 0.211, -0.1589, -0.0883
O, 0.5653, 2.0156, 3.2707
O, -0.8111, 0.9784, 0.7625
O, -1.0946, 0.3948, -0.8556
N, 1.4385, 0.3045, -0.9924
O, 0.6057, -0.4489, 0.0356
O, 1.0384, -0.5312, -0.9892
O, -0.7512, -0.5793, 0.0045
O, 0.2499, 1.3305, -1.5466
O, -0.8451, -0.2517, 0.5256
O, 1.2143, 1.3498, 0.0093
O, 0.7207, 2.2769, -1.2766
N, 0.7201, 1.486, 0.9291
N, -2.6506, -0.5345, -3.4316
O, -0.773, 0.1895, -1.7911
O, -0.1754, 0.3211, 0.781
O, -1.7288, 0.2206, 1.8776
O, -0.3035, -1.2761, -0.4069
O, 0.5733, -1.5287, -1.5392
O, 1.891, -1.3792, -0.5591
O, -0.6782, -1.4148, -1.2737
O, 3.0647, -1.9321, 4.0876
O, 1.3241, -0.3079, 0.2832
O, -1.2153, 1.9626, -0.6824
O, -0.1705, 1.8584, 0.3161
